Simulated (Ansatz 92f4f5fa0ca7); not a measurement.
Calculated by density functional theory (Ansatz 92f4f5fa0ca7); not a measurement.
Periodic cell of 280 atoms, Si196O76H8, from a study of silicon, its oxide and their interface. The atomic structure is a simulated model.

Settings
functional: PBE
potential files: Ansatz PAW
basis: plane waves
wave-function cutoff: 700 eV
density cutoff ratio: 5
exchange-correlation grid ratio: 1
k mesh: 2 x 2 x 1, shifted by 0.5 0.5 0.5 of a step
self-consistency stop: 5e-08 eV per atom in the density residual
occupations: fixed
spin: none
net charge: 0

Cell vectors (angstrom)
a  10.938  0  0
b  0  10.938  0
c  0  0  42.4863

Atoms and the computed forces on them: element, x, y, z (angstrom), force x, y, z (eV/angstrom)
Si  0  0  40.4343  0.0055  -0.0216  -0.0001
Si  5.469  0  40.4343  -0.0106  0.0198  0.0004
Si  2.7345  2.7345  40.4343  0.0041  -0.0242  -0.0002
Si  8.2035  2.7345  40.4343  -0.0251  0.0094  0.0037
Si  0  5.469  40.4343  -0.024  0.0094  -0.0014
Si  5.469  5.469  40.4343  -0.012  -0.0322  -0.0028
Si  2.7345  8.2035  40.4343  -0.0134  0.0156  -0.0015
Si  8.2035  8.2035  40.4343  0.0071  -0.0166  -0.0043
Si  1.3673  1.3673  41.8016  -0.0057  0.0157  0.0039
Si  6.8362  1.3673  41.8016  0.011  -0.0156  -0.0018
Si  4.1018  4.1018  41.8016  -0.0071  0.0096  0.0046
Si  9.5708  4.1018  41.8016  0.019  -0.0083  -0.0041
Si  1.3673  6.8362  41.8016  0.0085  -0.0125  -0.0061
Si  6.8362  6.8362  41.8016  0.0005  0.0129  0.0016
Si  4.1018  9.5708  41.8016  0.0155  -0.0059  -0.0056
Si  9.5708  9.5708  41.8016  -0.0086  0.0103  0.005
Si  2.7345  0  37.6998  0.0361  0.004  0.1658
Si  8.2035  0  37.6998  -0.0271  -0.0469  -0.1557
Si  0  2.7345  37.6998  -0.0096  -0.0296  -0.1263
Si  5.469  2.7345  37.6998  -0.0166  -0.0905  0.0912
Si  2.7345  5.469  37.6998  -0.0457  -0.0353  -0.1724
Si  8.2035  5.469  37.6998  -0.0233  -0.0474  0.1757
Si  0  8.2035  37.6998  0.0287  -0.0732  0.1409
Si  5.469  8.2035  37.6998  0.0092  -0.0395  -0.1163
Si  4.1018  1.3673  39.0671  0.0061  -0.0036  0.0112
Si  9.5708  1.3673  39.0671  0.0094  0.0079  -0.0095
Si  1.3673  4.1018  39.0671  0.0133  -0.0018  -0.0029
Si  6.8362  4.1018  39.0671  0.0465  -0.0149  -0.0003
Si  4.1018  6.8362  39.0671  0.0141  0.0068  -0.0092
Si  9.5708  6.8362  39.0671  0.0232  -0.012  0.0061
Si  1.3673  9.5708  39.0671  -0.0007  0.004  -0.0011
Si  6.8362  9.5708  39.0671  -0.0019  0.0101  -0.0007
Si  0  0  3.417  -0.0072  -0.0004  -0.0098
Si  5.469  0  3.417  -0.0231  0.0093  0.0095
Si  2.7345  2.7345  3.417  -0.0228  0.0028  0.0071
Si  8.2035  2.7345  3.417  -0.0095  -0.0024  0.0033
Si  0  5.469  3.417  0  -0.0151  0.0095
Si  5.469  5.469  3.417  -0.0195  0.0044  -0.0131
Si  2.7345  8.2035  3.417  -0.0079  -0.0031  0.0031
Si  8.2035  8.2035  3.417  -0.0091  0.0015  -0.0004
Si  1.3673  1.3673  4.7843  -0.0257  0.025  -0.1592
Si  6.8362  1.3673  4.7843  0.0068  0.0541  0.1684
Si  4.1018  4.1018  4.7843  0.0596  0.0855  -0.1309
Si  9.5708  4.1018  4.7843  0.0183  0.0239  0.1556
Si  1.3673  6.8362  4.7843  0.0253  0.0383  0.1599
Si  6.8362  6.8362  4.7843  -0.0046  0.0023  -0.152
Si  4.1018  9.5708  4.7843  -0.0142  0.0485  0.1533
Si  9.5708  9.5708  4.7843  -0.0003  0.058  -0.1572
Si  2.7345  0  0.6825  0.0025  -0.0132  -0.0035
Si  8.2035  0  0.6825  -0.0126  0.0146  0.0054
Si  0  2.7345  0.6825  -0.0156  0.0048  0.0049
Si  5.469  2.7345  0.6825  0.0083  -0.0079  -0.0035
Si  2.7345  5.469  0.6825  -0.0108  0.0119  0.0022
Si  8.2035  5.469  0.6825  0.0066  -0.0176  -0.0034
Si  0  8.2035  0.6825  0.0115  -0.0111  -0.0044
Si  5.469  8.2035  0.6825  -0.0215  0.0109  0.0028
Si  4.1018  1.3673  2.0497  -0.002  0.0175  0.0002
Si  9.5708  1.3673  2.0497  0.0244  -0.0113  0.0022
Si  1.3673  4.1018  2.0497  0.0239  -0.0023  -0.0016
Si  6.8362  4.1018  2.0497  -0.0097  0.0222  0.0015
Si  4.1018  6.8362  2.0497  0.0239  -0.014  -0.0008
Si  9.5708  6.8362  2.0497  -0.0068  0.0235  0.0002
Si  1.3673  9.5708  2.0497  -0.0095  0.0211  0.0012
Si  6.8362  9.5708  2.0497  0.0217  -0.0161  0.0003
Si  10.3703  0.4337  29.672  -0.0074  0.033  -0.0239
Si  6.0519  10.5118  29.721  0.0368  -0.0189  -0.0533
Si  2.1636  3.1291  29.7184  -0.0053  0.0368  -0.0281
Si  8.7191  2.1874  29.7073  0.0066  -0.0328  -0.0254
Si  0.518  4.8927  29.6645  0.0101  -0.0327  -0.0291
Si  4.7286  5.656  29.4244  -0.0605  -0.0021  -0.047
Si  3.3592  7.6997  29.5767  0.0502  -0.009  -0.0557
Si  7.6146  8.6579  29.6227  -0.0082  0.0543  -0.0476
Si  1.2284  1.3414  30.9119  -0.0151  0.032  -0.0152
Si  6.9569  1.2982  31.0094  0.0258  -0.0031  -0.0272
Si  3.9545  4.0583  30.9435  -0.0058  -0.0135  -0.0194
Si  9.6693  3.9804  30.9043  0.0058  -0.0299  -0.0163
Si  1.4605  6.7831  30.7466  0.0139  -0.0414  -0.0065
Si  6.6805  6.7068  30.627  -0.0311  0.0246  0.0112
Si  4.2121  9.4989  30.8573  0.0066  0.0055  -0.0087
Si  9.4431  9.5545  30.8683  0.0044  0.0494  -0.034
Si  2.7236  -0.057  32.123  0.0117  -0.0074  0.04
Si  8.234  -0.0631  32.4205  0.0052  -0.0204  0
Si  -0.0005  2.6878  32.4061  -0.0065  -0.0001  0.0082
Si  5.4607  2.7029  32.1822  -0.0059  0.0089  0.0458
Si  2.7157  5.4997  32.3282  -0.0006  0.0141  -0.0049
Si  8.1708  5.4289  32.044  -0.0236  0.0236  0.0649
Si  0.0041  8.1574  32.0704  0.0152  0.0004  0.085
Si  5.5142  8.1031  32.2491  -0.0035  -0.0253  -0.016
Si  4.0841  1.3186  33.5357  0.0011  -0.0043  0.0241
Si  9.5798  1.3291  33.7385  0.0019  0.0092  -0.0221
Si  1.3696  4.1057  33.679  -0.0206  -0.0186  -0.0235
Si  6.8361  4.0972  33.5251  0.0074  0.0054  0.0248
Si  4.114  6.8305  33.6556  -0.0053  0.0025  -0.0142
Si  9.5522  6.7986  33.4684  0.0012  -0.0042  0.0242
Si  1.353  9.5232  33.5132  -0.0087  -0.0069  0.0204
Si  6.8378  9.4799  33.665  -0.0047  0.0004  -0.0202
Si  0.0441  -0.0552  34.9895  0.0225  -0.0317  -0.0187
Si  5.4387  -0.0427  34.9513  -0.0226  0.0268  -0.0185
Si  2.7633  2.7082  34.9649  0.0221  -0.0235  -0.0129
Si  8.1649  2.7352  34.9769  -0.0238  0.0284  -0.0176
Si  -0.0493  5.4712  34.9534  -0.0128  0.0341  -0.017
Si  5.4942  5.4448  34.9634  0.0308  -0.0205  -0.0197
Si  2.7097  8.2002  34.9583  -0.0112  0.0253  -0.0214
Si  8.2463  8.1413  34.9635  0.0154  -0.0247  -0.0242
Si  1.382  1.3557  36.3356  -0.003  0.0015  0.0037
Si  6.8042  1.3486  36.3243  0.003  0.0021  0.0035
Si  4.1149  4.0902  36.3317  -0.006  -0.0036  0.0026
Si  9.5459  4.0974  36.3348  0.0061  -0.0003  0.0005
Si  1.3413  6.8293  36.3225  -0.0046  0.0023  0.0033
Si  6.8466  6.8191  36.3347  -0.0014  -0.0086  0.0042
Si  4.0739  9.5596  36.3362  0.0003  0.0056  0.0011
Si  9.5771  9.5464  36.3365  0.0022  -0.0064  -0.0008
Si  2.7254  0.0233  6.1527  0.006  0.0029  -0.0001
Si  8.2232  0.0012  6.1536  -0.0009  -0.0001  0.0009
Si  0.0142  2.7276  6.1548  0.0017  0.004  0.0022
Si  5.4714  2.7655  6.156  0.0025  -0.003  -0.0008
Si  2.7612  5.4749  6.1549  -0.0029  0.0005  -0.0003
Si  8.1984  5.4887  6.152  0.0034  0.0008  0.0002
Si  -0.0072  8.2256  6.1493  -0.0004  -0.0015  0.0004
Si  5.492  8.2071  6.1488  0.0011  0.0032  0.0004
Si  4.0756  1.4222  7.5094  -0.0216  0.0163  0.015
Si  9.5888  1.3615  7.5345  0.0237  -0.0274  0.0196
Si  1.4024  4.0899  7.5071  0.0149  -0.0178  0.0136
Si  6.8293  4.1458  7.5373  -0.0284  0.0252  0.0179
Si  4.1373  6.8483  7.5247  0.028  -0.0321  0.0197
Si  9.5394  6.8861  7.5137  -0.0203  0.0194  0.0209
Si  1.3256  9.6246  7.5182  -0.0306  0.0286  0.0217
Si  6.8672  9.5654  7.5189  0.0149  -0.0184  0.0214
Si  -0.0171  0.0207  8.9973  -0.0022  -0.002  -0.0331
Si  5.475  0.0388  8.7807  0.0043  0.0034  -0.0018
Si  2.7399  2.761  8.9739  0.0001  -0.0008  -0.0211
Si  8.2132  2.7535  8.8429  0.0031  0.0005  0.0235
Si  0.0042  5.489  8.7671  0.0012  -0.0058  0.0021
Si  5.5002  5.5201  8.978  0.0032  0.006  -0.0365
Si  2.7364  8.2574  8.7898  0.0055  0.0003  0.0285
Si  8.2121  8.2375  8.9832  0.0022  0.0014  -0.034
Si  1.3569  1.4008  10.3816  -0.0072  -0.0014  -0.0768
Si  6.8191  1.3745  10.159  -0.0056  -0.0126  0.0044
Si  4.1265  4.1497  10.3482  0.0071  -0.0076  -0.0648
Si  9.6113  4.1434  10.1429  0.0121  0.0067  0.005
Si  1.3588  6.8692  10.0778  -0.0086  -0.0029  0.0079
Si  6.859  6.8951  10.41  0.0024  -0.0043  -0.0483
Si  4.0906  9.657  10.1162  0.0042  0.012  0.0064
Si  9.5468  9.5997  10.4263  -0.0155  0.0054  -0.0626
Si  2.8076  0.01  11.6449  0.0134  -0.0303  0.0199
Si  8.0841  0.1013  11.7022  -0.0163  0.026  0.0111
Si  -0.0373  2.8493  11.6556  -0.0242  0.0115  0.0197
Si  5.5448  2.7255  11.6225  0.026  -0.0027  0.0204
Si  2.685  5.6026  11.5449  -0.004  0.0332  0.0268
Si  8.3383  5.4459  11.6382  0.0092  -0.0318  0.0154
Si  0.0981  8.1428  11.6047  0.0321  -0.0115  0.0243
Si  5.3805  8.3791  11.5949  -0.0261  0.0028  0.0221
Si  4.4302  1.1382  12.9805  0.0309  -0.0256  0.061
Si  9.068  1.9266  12.8464  -0.018  0.0113  0.0276
Si  1.074  4.5532  12.9002  -0.0181  0.0387  0.0555
Si  7.3728  3.643  12.8211  0.0154  -0.0133  0.0285
Si  3.5976  7.3983  12.7822  -0.0138  0.0176  0.0285
Si  10.1583  6.3498  12.8917  0.038  -0.0384  0.0511
Si  1.8924  9.102  12.8084  0.0062  -0.0225  0.0257
Si  6.223  10.1547  12.9446  -0.0498  0.0254  0.0504
H  1.5056  9.4563  14.2144  -0.0011  0.0018  -0.007
H  3.9722  6.9896  14.1733  0.0021  -0.0011  -0.0066
H  6.9955  4.0101  14.2242  -0.0016  0.0028  -0.006
H  9.4258  1.5785  14.2623  0.0022  -0.0025  -0.0045
O  3.7262  1.9269  14.3136  -0.0048  0.0125  -0.0088
O  6.685  9.3623  14.3305  0.0024  0.0104  -0.0013
O  9.5256  6.9855  14.2928  0.0085  -0.0053  0.0014
O  1.9012  3.9821  14.2556  0.0064  -0.0142  -0.0063
H  8.3  2.5548  28.3137  -0.0018  0.0028  0.0048
H  10.768  0.0983  28.2626  0.0035  -0.0001  0.0047
H  0.1078  5.1633  28.251  -0.0027  0.0037  0.0022
H  2.5673  2.7402  28.3261  -0.0024  -0.0054  0.0076
O  3.4038  8.438  28.0717  -0.0088  -0.0226  -0.0083
O  4.4897  4.8953  27.9081  0.0296  0.0052  -0.0048
O  5.9931  0.2423  28.1986  -0.011  0.003  -0.0093
O  7.9224  8.4721  28.0058  -0.005  -0.0109  -0.003
Si  9.5191  -0.1197  22.4713  -0.0053  0.0023  0.005
Si  4.711  3.9549  26.5597  0.0079  0.0037  -0.003
Si  5.5182  -0.0849  22.6344  -0.0003  -0.0077  0.005
Si  10.6785  2.28  20.9795  -0.0027  0.0002  0.0023
Si  9.1986  2.3525  18.1328  0.0022  -0.0029  -0.0028
Si  1.4498  7.8787  17.2504  0.001  -0.002  -0.0113
Si  8.7284  9.6732  19.8356  -0.0029  -0.0006  -0.0008
Si  8.9129  4.3994  22.3739  -0.0049  0.0029  0.0056
Si  8.8866  6.454  20.0797  -0.0029  0.0035  0.0045
Si  1.7759  6.0158  21.9471  0.0002  0  -0.0017
Si  6.8275  0.2302  18.0852  -0.0052  -0.0032  -0.004
Si  2.4636  2.6156  24.5581  -0.005  -0.0007  0.0019
Si  7.7556  10.7337  24.7762  0.0084  0.0024  0.0012
Si  5.1638  2.4618  19.3391  0.0008  0  -0.0003
Si  0.2084  4.526  24.295  -0.005  -0.0041  0.0068
Si  0.625  10.4761  18.8649  -0.0046  -0.0028  0.0027
Si  3.0254  8.0929  26.5294  -0.0012  0.0086  0.0065
Si  5.0205  4.6642  17.0357  0.0004  -0.0016  -0.0056
Si  3.5163  -0.1712  24.9995  -0.0057  -0.0028  0.0031
Si  4.9205  6.0767  22.3146  -0.0012  0.0067  0.0049
Si  5.8653  1.0312  26.7987  0.0004  -0.0021  0.0072
Si  8.2091  8.0813  26.4692  0.0001  0.003  0.0013
Si  7.9728  5.2402  17.5987  -0.0033  0.0027  -0.0006
Si  2.7949  2.1178  21.4546  0.0017  0.0067  -0.0002
Si  9.5264  7.3548  15.8664  -0.0039  0.0003  0.0027
Si  6.8432  9.0752  15.9129  -0.0049  0.0076  0.0037
Si  2.278  10.0297  21.4302  -0.0003  -0.0019  0.0018
Si  4.7771  8.5789  20.5401  -0.0059  0.0006  -0.0131
Si  0.5135  8.5223  23.0086  -0.0022  -0.0035  0.001
Si  5.6117  6.5083  25.2863  0.004  -0.0115  -0.0103
Si  6.2017  3.0978  21.8815  0.0066  0.0001  0.0039
Si  0.2143  7.0379  25.8382  0.0046  -0.0004  0.0062
Si  0.9953  2.4311  17.554  -0.0002  -0.0019  -0.0077
Si  0.8613  5.3498  19.1132  0.0009  0.0034  0.0072
Si  2.9941  3.1457  15.1498  0.0016  0.0045  0.0127
Si  4.4809  7.6587  17.466  -0.0013  0.0008  0.0068
O  10.279  5.8011  19.5183  -0.0007  0.0147  0.008
O  4.8946  3.4556  18.1053  0.0136  0.0032  -0.0003
O  4.2278  7.1821  25.874  0.0061  0.0048  0.0091
O  9.0847  6.0126  16.6898  -0.0147  0.0163  0.004
O  3.876  2.6123  20.3372  -0.0062  0.0005  -0.0092
O  6.5091  10.5043  16.6393  0.0021  -0.014  0.0059
O  1.3399  2.5001  20.8535  0.0149  -0.0095  0.018
O  0.39  7.8327  24.4438  0.0002  -0.0094  -0.0042
O  6.9782  7.1489  25.9157  -0.0026  0.0119  0.0011
O  9.9405  10.2369  18.8751  -0.0077  -0.0153  0.0136
O  7.6293  3.4225  22.5872  0.0013  0.0108  -0.0211
O  1.0291  10.208  20.4131  0.015  -0.0011  -0.0004
O  0.1439  7.779  16.2401  -0.0088  0.0018  0.0043
O  7.9991  1.3226  17.8303  -0.0048  0.0001  0.014
O  1.2217  0.9927  18.3619  -0.003  -0.0121  -0.008
O  0.8949  3.0907  24.6645  0.0249  0.0101  -0.0059
O  5.7028  1.5751  22.4011  0.0128  0.0021  -0.0069
O  1.0946  5.0738  23.0611  -0.0109  0.0153  0.0025
O  3.0429  0.5129  21.4573  -0.0287  -0.0036  0.0044
O  4.1893  10.5243  23.537  -0.0053  0.0074  0.0093
O  5.5381  2.618  27.0117  -0.0152  -0.0069  -0.0152
O  4.779  8.4544  18.8898  -0.0073  -0.0183  -0.0055
O  5.3058  4.4814  22.1079  0.0093  0.0078  0.0015
O  8.951  0.4563  23.8868  -0.0047  -0.017  0.0114
O  1.6943  9.6441  22.907  -0.001  -0.003  -0.029
O  4.4498  6.0382  17.699  0.0074  0.0048  -0.0087
O  3.2068  8.8067  20.913  0.0059  0.0215  0.0046
O  1.2905  9.3109  17.9809  -0.0143  0.0184  0.024
O  9.5639  4.5843  23.8626  0.0142  0.0014  -0.0145
O  2.9827  2.7313  22.9769  -0.0218  -0.0197  -0.0001
O  10.5478  1.056  22.0335  -0.0109  0.0076  -0.019
O  6.685  10.2995  23.6296  -0.0013  0.0081  -0.0018
O  4.6675  0.2924  26.0233  0.0008  0.006  -0.015
O  6.4331  2.9419  20.2629  -0.0208  -0.0067  0.0075
O  10.0583  3.6642  21.5072  -0.0155  -0.013  0.0069
O  2.8413  9.421  25.6063  0.0138  -0.0037  0.0084
O  8.5579  5.7928  21.5627  0.0147  -0.0102  -0.0167
O  4.1577  4.1798  15.7228  -0.015  -0.0158  0.0057
O  8.382  8.5137  16.1693  -0.0023  -0.0295  -0.0078
O  7.2111  0.8796  25.8702  -0.0168  -0.0195  -0.0008
O  7.3485  9.9263  19.0118  0.0203  0.0174  -0.0125
O  8.9449  8.0869  20.1805  -0.0051  0.0042  -0.0109
O  3.4067  3.471  25.63  0.0025  -0.0131  -0.0027
O  9.8816  2.0078  19.5852  -0.0064  0.0007  -0.0105
O  1.4306  6.5158  18.1374  -0.0225  -0.0111  0.011
O  8.5836  3.8332  18.0961  -0.0032  -0.0075  -0.01
O  5.7079  8.0107  16.436  0.0028  0.0187  0.0087
O  7.7115  6.0982  18.9797  0.0294  -0.0042  -0.0081
O  10.0786  9.3119  22.717  0.015  0.004  0.0071
O  8.2957  9.4113  25.542  -0.0152  0.0027  0.0061
O  0.3081  5.432  25.6315  -0.003  0.0133  -0.0215
O  0.8594  7.3784  21.8908  0.0029  -0.004  0.0215
O  0.9998  3.8669  18.4037  0.017  0.0081  -0.0146
O  8.5231  10.5766  21.1947  0.0126  -0.0022  -0.0184
O  2.1438  2.5043  16.4074  -0.0012  0.0142  -0.006
O  9.6897  7.3723  26.4684  -0.0004  0.0017  -0.0144
O  5.6192  4.9007  25.5869  -0.014  0.0142  0.007
O  3.024  7.9948  16.7431  0.0236  -0.0147  -0.0137
O  10.3895  2.2715  16.9985  -0.0036  0.0067  0.0328
O  1.7806  5.3479  20.466  -0.02  0.0195  0.0012
O  3.3019  6.2118  22.4619  0.011  -0.0069  -0.0071
O  5.3377  7.1367  21.1154  -0.0119  0.0135  0.0122
O  5.5189  9.8842  21.2804  0.0031  -0.0087  0.0259
O  5.6352  6.6626  23.6627  -0.0165  -0.0145  0.0003
O  6.6119  4.9531  16.7295  0.0006  0.0038  0.0233
O  5.5077  0.9703  18.7349  0.0246  0.0127  -0.0019
O  2.4193  1.0316  24.9435  0.0248  0.0028  -0.0121
O  1.5454  7.4033  26.704  -0.0089  -0.0016  -0.028

Results
free energy: -167966.616 eV
free energy less fixed offsets of H -17.10, O -569.03, Si -635.61 eV per atom: -3.976 eV

The program warned: the cutoff lies below the one the program advises for these potential files; the exchange-correlation potential is rough where the density is thin.
